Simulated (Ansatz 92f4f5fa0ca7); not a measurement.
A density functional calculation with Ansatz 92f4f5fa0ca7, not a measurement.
Periodic cell of 213 atoms, Si132O79H1N1, from a study of silicon, its oxide and their interface. The atomic structure is a simulated model.
Doubt: the cutoff is far below the 930 eV that the study's wrapper takes by default for these files, so forces and energies are approximate.
This geometry differs little from another in the collection (a relaxation step or a small displacement).

Settings: functional PBE; potential files Ansatz PAW; basis plane waves; wave-function cutoff 580 eV; density cutoff ratio 5; exchange-correlation grid ratio 1; k mesh 1 x 1 x 1, Gamma-centred; self-consistency stop 5e-08 eV per atom in the density residual; occupations fixed; spin none; net charge 0.

Cell vectors (angstrom)
a, 10.938, 0, 0
b, 0, 10.938, 0
c, 0, 0, 31.7286

Atoms: element, x, y, z (angstrom)
Si, -0.3875, 0.3533, 24.3336
Si, 6.1805, -0.5665, 24.3145
Si, 2.1416, 3.311, 24.3912
Si, 8.6212, 2.089, 24.2975
Si, 0.4875, 5.0867, 24.244
Si, 4.7535, 6.1105, 24.3094
Si, 3.0399, 7.9281, 24.4516
Si, 7.7722, 8.5286, 24.2996
Si, 1.284, 1.4544, 25.6079
Si, 6.9294, 1.2386, 25.6957
Si, 4.0373, 4.1742, 25.5229
Si, 9.5592, 4.0561, 25.3777
Si, 1.3733, 6.7918, 25.6462
Si, 6.7054, 6.8411, 25.5296
Si, 4.2113, 9.6339, 25.5361
Si, 9.5289, 9.5398, 25.5565
Si, 2.741, 0.0385, 26.8807
Si, 8.2617, -0.0775, 27.0466
Si, -0.0706, 2.7941, 26.9649
Si, 5.466, 2.7404, 26.8726
Si, 2.7412, 5.4582, 27.0136
Si, 8.177, 5.4462, 26.8233
Si, -0.0137, 8.199, 26.9187
Si, 5.4613, 8.2293, 26.9815
Si, 4.1018, 1.3673, 28.3103
Si, 9.5708, 1.3673, 28.3103
Si, 1.3673, 4.1018, 28.3103
Si, 6.8362, 4.1018, 28.3103
Si, 4.1018, 6.8362, 28.3103
Si, 9.5708, 6.8362, 28.3103
Si, 1.3673, 9.5708, 28.3103
Si, 6.8362, 9.5708, 28.3103
Si, 0, 0, 29.6776
Si, 5.469, 0, 29.6776
Si, 2.7345, 2.7345, 29.6776
Si, 8.2035, 2.7345, 29.6776
Si, 0, 5.469, 29.6776
Si, 5.469, 5.469, 29.6776
Si, 2.7345, 8.2035, 29.6776
Si, 8.2035, 8.2035, 29.6776
Si, 1.3673, 1.3673, 31.0448
Si, 6.8362, 1.3673, 31.0448
Si, 4.1018, 4.1018, 31.0448
Si, 9.5708, 4.1018, 31.0448
Si, 1.3673, 6.8362, 31.0448
Si, 6.8362, 6.8362, 31.0448
Si, 4.1018, 9.5708, 31.0448
Si, 9.5708, 9.5708, 31.0448
Si, 2.7345, 0, 0.6835
Si, 8.2035, 0, 0.6835
Si, 0, 2.7345, 0.6835
Si, 5.469, 2.7345, 0.6835
Si, 2.7345, 5.469, 0.6835
Si, 8.2035, 5.469, 0.6835
Si, 0, 8.2035, 0.6835
Si, 5.469, 8.2035, 0.6835
Si, 4.1018, 1.3673, 2.0507
Si, 9.5708, 1.3673, 2.0507
Si, 1.3673, 4.1018, 2.0507
Si, 6.8362, 4.1018, 2.0507
Si, 4.1018, 6.8362, 2.0507
Si, 9.5708, 6.8362, 2.0507
Si, 1.3673, 9.5708, 2.0507
Si, 6.8362, 9.5708, 2.0507
Si, 0, 0, 3.418
Si, 5.469, 0, 3.418
Si, 2.7345, 2.7345, 3.418
Si, 8.2035, 2.7345, 3.418
Si, 0, 5.469, 3.418
Si, 5.469, 5.469, 3.418
Si, 2.7345, 8.2035, 3.418
Si, 8.2035, 8.2035, 3.418
Si, 1.3974, 1.3357, 4.7368
Si, 6.7888, 1.3877, 4.8661
Si, 4.1394, 4.0823, 4.7723
Si, 9.5563, 4.104, 4.7842
Si, 1.3905, 6.8596, 4.849
Si, 6.8166, 6.8552, 4.7033
Si, 4.0845, 9.6104, 4.8998
Si, 9.6396, 9.5035, 4.6931
Si, 2.6537, 0.0714, 6.3216
Si, 8.2743, -0.0832, 5.9854
Si, 0.0523, 2.7313, 6.046
Si, 5.3838, 2.7665, 6.3415
Si, 2.8408, 5.4995, 6.1412
Si, 8.1374, 5.49, 6.0683
Si, -0.0008, 8.2285, 6.2309
Si, 5.5564, 8.2002, 6.1616
Si, 3.4422, 1.971, 7.5733
Si, 10.0067, 0.9284, 7.1776
Si, 1.7659, 3.7771, 7.2923
Si, 6.3418, 4.6978, 7.3819
Si, 4.654, 6.4107, 7.4073
Si, 9.2601, 7.0431, 7.4034
Si, 0.7409, 10.1237, 7.5065
Si, 7.5012, 9.02, 7.2648
O, 0.7698, 9.836, 9.1717
O, 1.1806, 4.5082, 8.668
O, 5.3433, -1.5126, 10.6428
O, 7.0825, 9.8356, 8.6552
O, 3.5355, 1.6279, 9.2054
O, 4.6644, 6.6697, 9.0957
N, 6.608, 4.8109, 9.1352
O, 9.8772, 6.0972, 8.6729
O, 2.4419, 2.9207, 22.7891
O, 6.3018, 10.8473, 22.6851
O, 7.6801, 2.267, 22.9035
O, 0.3697, 5.6057, 22.6669
O, 2.3174, 8.6249, 23.094
O, 8.1833, 8.0219, 22.7658
O, 4.9051, 5.7982, 22.7004
O, 11.3095, 10.5804, 23.0011
Si, 0.347, 3.635, 14.9656
Si, 6.9212, 11.214, 14.0608
Si, 3.8921, 2.0508, 10.7454
Si, 3.3903, 1.7065, 22.2692
Si, 1.8778, 10.0988, 22.5469
Si, 4.8641, 10.197, 11.9991
Si, 13.3532, 11.1969, 19.8494
Si, 6.3686, 13.4478, 17.0235
Si, 9.6955, 3.4076, 19.7055
Si, 2.7491, 17.5617, 19.3971
Si, -1.4823, 13.2929, 16.9377
Si, 1.5998, 8.6125, 15.6195
Si, 1.123, 6.2505, 12.1732
Si, 10.4235, 11.5685, 19.0659
Si, 9.5721, 6.0344, 13.9783
Si, 5.439, 14.1151, 14.3515
Si, 11.0239, 5.8565, 21.0746
Si, 6.3963, 12.4223, 22.2278
Si, -0.9284, 2.0266, 10.058
Si, 5.3647, 5.7299, 21.1531
Si, 6.0451, 6.2641, 9.9296
Si, 7.0055, 15.9946, 12.4621
Si, 2.5328, 14.4812, 12.9528
Si, 11.578, 10.6173, 10.615
Si, 8.8865, 10.9124, 11.8622
Si, 13.1971, 9.0324, 12.5951
Si, 6.7081, 3.2463, 20.0052
Si, 8.5855, 9.23, 18.8323
Si, 8.1484, 7.4069, 21.2505
Si, 6.5749, 3.4244, 10.169
Si, 6.8537, -1.7773, 10.1116
Si, 6.3141, 10.4577, 17.0299
Si, -0.1282, 5.0197, 9.4915
Si, -0.9325, 7.5328, 16.6107
Si, 1.4847, 5.8543, 16.7993
Si, 3.5864, 9.3489, 17.8081
O, 8.4398, 11.1653, 13.4178
O, 7.8841, -1.0704, 11.1313
O, 10.3258, 10.1905, 11.5831
O, 2.4298, 5.6228, 18.1192
O, 9.6074, 6.6934, 20.9552
O, 4.9277, 2.0991, 22.663
O, 9.729, 3.52, 18.0651
O, -3.9925, 10.476, 15.5174
O, 3.0884, 8.0699, 18.699
O, 0.525, 12.2334, 10.2784
O, 6.8108, 17.4208, 21.0338
O, 6.2357, 1.7703, 14.0394
O, 1.4014, 6.5937, 20.3752
O, 3.5065, 10.6368, 18.7999
O, 9.2093, 17.8804, 15.2971
O, 7.0869, -3.3904, 9.8794
O, 14.0597, 12.4313, 20.6693
O, 13.5744, 13.7049, 11.5201
O, -0.9227, 3.6459, 9.9505
O, 6.0468, -0.6447, 13.0796
O, 10.8766, 17.6055, 13.2273
O, 4.1139, 6.2441, 20.2209
O, -3.0321, 13.3602, 16.431
O, 2.067, 7.0343, 15.7977
O, 5.9503, 5.9509, 11.548
O, 4.3323, 0.7379, 11.597
O, 6.5693, 1.7217, 20.6154
O, 8.2736, 16.885, 12.9917
O, 1.1075, 11.6386, 18.996
O, -0.0132, 17.2803, 17.2728
O, 7.4888, 3.829, 11.4834
O, 5.4248, 14.2649, 15.9789
O, 2.9739, 11.2388, 23.0438
O, 10.8051, 4.404, 20.3444
O, 8.9927, 8.0713, 17.7516
O, 7.9246, 8.577, 20.1526
O, 12.8743, 18.5558, 11.8693
O, 6.3722, 3.3052, 18.427
O, 1.3572, 15.4064, 15.9542
O, 2.1928, 16.0747, 12.725
O, 7.4779, 10.175, 18.1223
O, 5.6244, 4.178, 20.7598
O, 2.5988, 9.535, 16.5175
O, -5.1984, 11.9651, 17.2741
O, 9.3761, 1.4351, 8.6549
O, 10.9995, 8.7547, 16.1624
O, 10.5271, 13.3719, 15.7334
O, 3.9085, 14.1942, 13.7915
O, -0.9668, 1.8301, 20.1037
O, 6.8652, 2.0609, 9.3416
O, 9.7648, 11.8501, 17.6077
O, -1.0714, 10.082, 19.4175
O, 1.2489, 13.8961, 13.7876
O, 12.8758, 10.0478, 20.9191
O, 10.0412, 15.4744, 14.4104
O, 1.5917, 9.1154, 14.0751
O, 0.3944, 5.7496, 10.8256
O, 8.2174, 3.8212, 20.2527
O, 3.8448, 9.2172, 12.7857
O, -5.812, 9.3406, 17.2369
O, 5.0649, 3.1747, 10.7578
O, 1.8936, 10.2521, 11.5654
O, 6.2516, 4.4569, 13.7639
O, 8.9966, 1.4833, 11.216
H, 7.7349, 1.8011, 8.9627

Results
free energy: -129242.549 eV
free energy less fixed offsets of H -15.97, N -385.13, O -568.88, Si -635.61 eV per atom: 0.591 eV

Forces (eV/angstrom), in the order of the atoms: element, x, y, z
Si, -0.0076, 0.0159, 0.0155
Si, 0.0199, -0.016, 0.0171
Si, -0.0176, -0.0058, 0.021
Si, 0.0057, -0.0189, 0.009
Si, 0.0195, -0.0134, 0.0176
Si, 0.008, 0.0191, 0.0237
Si, 0.0167, -0.0263, 0.0166
Si, -0.0176, 0.0156, 0.0042
Si, -0.0043, 0.0129, -0.0107
Si, 0.009, -0.0055, -0.012
Si, -0.0194, 0.0068, -0.0166
Si, 0.004, -0.0042, 0.0048
Si, -0.002, 0.0061, -0.0016
Si, -0.0065, 0.0021, -0.0103
Si, 0.0122, -0.0108, -0.0028
Si, -0.0056, 0.0073, -0.0068
Si, -0.0112, 0.0041, 0.01
Si, -0.0025, 0.0009, 0.0143
Si, -0.0014, -0.0016, 0.0015
Si, 0.0004, 0.0006, 0.0175
Si, 0.0035, 0.0002, 0.0211
Si, -0.0023, 0.0015, 0.0059
Si, 0.0024, -0.0003, 0.0038
Si, 0.0052, 0.0033, 0.0104
Si, -0.0184, 0.1732, -0.3909
Si, 0.0719, 0.1353, 0.4676
Si, -0.2435, -0.0131, 0.3735
Si, 0.0534, -0.048, -0.5703
Si, 0.0286, 0.1662, 0.386
Si, -0.2787, -0.2194, -0.542
Si, 0.1467, 0.0872, -0.4731
Si, -0.0099, -0.2897, 0.7022
Si, 0.0712, 0.1808, 0.0164
Si, 0.1049, -0.0413, -0.0083
Si, -0.0963, -0.0148, 0.0052
Si, -0.0177, -0.137, 0.0123
Si, 0.0634, -0.0745, 0.0102
Si, -0.0033, 0.1016, -0.0049
Si, 0.0552, -0.0521, 0.0217
Si, -0.1854, -0.0398, 0.049
Si, 0.0659, -0.0856, 0.0252
Si, -0.0381, 0.0695, -0.021
Si, 0.0138, -0.0059, -0.0081
Si, -0.0477, 0.0526, -0.0352
Si, -0.0763, 0.0495, -0.0189
Si, 0.097, -0.0377, 0.0287
Si, -0.0514, 0.0681, -0.0288
Si, 0.0258, -0.0639, -0.0165
Si, 0.0341, -0.0446, 0.0233
Si, -0.0545, 0.045, -0.0153
Si, -0.0261, 0.0394, 0.0027
Si, 0.0365, -0.0564, 0.0294
Si, -0.0297, 0.0485, -0.0083
Si, 0.034, -0.0733, 0.0244
Si, 0.0592, -0.0271, 0.039
Si, -0.0233, 0.0095, -0.0007
Si, -0.0197, 0.0509, -0.0492
Si, -0.0355, -0.1091, 0.0359
Si, 0.0368, -0.016, 0.0283
Si, -0.0265, 0.0624, -0.0515
Si, 0.0222, -0.0627, 0.026
Si, -0.0743, 0.0344, -0.0741
Si, 0.0167, 0.1385, -0.0701
Si, 0.1178, -0.0211, 0.0263
Si, 0.3365, -0.1673, -0.5902
Si, -0.2444, 0.1614, 0.5718
Si, 0.2288, -0.0294, -0.236
Si, -0.3227, -0.1083, 0.3355
Si, 0.1016, 0.2233, 0.3662
Si, -0.0003, -0.21, -0.4647
Si, 0.0826, 0.2767, 0.5618
Si, 0.0716, -0.1231, -0.6928
Si, 0.001, 0.0034, -0.0261
Si, -0.004, 0.0073, -0.0197
Si, -0.0043, -0.0059, -0.0206
Si, -0.0044, -0.0019, -0.0009
Si, -0.0073, -0.0019, -0.0064
Si, -0.002, -0.0073, -0.0458
Si, 0.003, 0.009, -0.0121
Si, -0.0006, 0.0162, -0.0361
Si, -0.0136, -0.002, 0.0191
Si, 0.0078, -0.0539, 0.0636
Si, 0.0249, 0.0145, 0.0208
Si, 0.0142, 0.0411, 0.0285
Si, 0.0061, -0.0276, 0.0163
Si, 0.0185, 0.0106, 0.015
Si, 0.003, 0.0166, 0.0112
Si, -0.0257, -0.0411, 0.0468
Si, -0.0174, 0.0198, -0.0221
Si, -0.0039, -0.0248, -0.0059
Si, -0.0151, -0.033, -0.0134
Si, -0.0427, -0.0347, -0.0438
Si, 0.0361, 0.0307, -0.0434
Si, -0.0353, -0.0202, -0.0129
Si, -0.0121, 0.0174, -0.0241
Si, 0.0403, 0.0766, -0.022
O, 0.001, 0.0042, 0.0517
O, 0.0042, 0.0101, 0.0091
O, 0.0175, 0.0056, 0.0007
O, 0.0044, -0.0447, 0.0171
O, 0.0072, 0.0027, 0.0298
O, -0.0094, 0.0098, 0.0279
N, 0.0103, 0.0031, 0.0343
O, 0.0115, -0.0109, 0.0107
O, 0.0091, -0.0039, -0.0084
O, -0.0029, 0.0159, -0.0088
O, -0.0039, 0.0052, 0.002
O, -0.0079, 0.0109, -0.0339
O, -0.0052, 0.0082, -0.0068
O, -0.0001, -0.008, -0.041
O, -0.0092, 0.0029, -0.0242
O, 0.0085, -0.0099, -0.0052
Si, -0.0033, -0.002, -0.0002
Si, 0.0027, -0.0029, -0.0021
Si, -0.0027, -0.0052, -0.0198
Si, -0.0004, 0.0058, 0.0208
Si, -0.0053, 0.0027, 0.0178
Si, -0.0065, -0.0061, 0.0055
Si, -0.0008, 0.006, 0.0067
Si, 0.0035, 0.0039, 0.0045
Si, -0.0012, 0.0071, -0.0002
Si, -0.0068, -0.0008, -0.0019
Si, -0.0001, 0.0012, 0.0013
Si, 0.0026, 0.0057, -0.0022
Si, -0.01, -0.0019, -0.0069
Si, 0.0028, 0.0011, -0.0039
Si, -0.0019, -0.001, 0.0016
Si, 0.0019, 0.003, -0.0007
Si, -0.0107, 0.0057, 0.0175
Si, -0.0053, -0.0124, 0.0105
Si, 0.0034, 0.0104, -0.0217
Si, 0.0076, -0.0001, 0.0177
Si, 0.0125, 0.007, -0.0125
Si, -0.0006, -0.0001, 0.0006
Si, -0.0026, -0.0006, -0.0004
Si, 0.0049, -0.0081, -0.0227
Si, -0.0081, 0.0001, -0.0121
Si, -0.0044, 0.0008, -0.0004
Si, -0.0029, -0.0043, -0.0025
Si, -0.0006, 0.0003, -0.0029
Si, 0.0072, 0.0024, 0.0235
Si, -0.0046, -0.011, -0.0061
Si, 0.0207, 0.0005, -0.022
Si, 0.0039, 0.0013, -0.0026
Si, 0.0014, -0.0077, -0.0232
Si, -0.0029, 0.0019, -0.0014
Si, 0.001, -0.0008, 0.0006
Si, -0.0063, -0.0001, -0.0022
O, -0.0028, -0.0038, -0.0025
O, -0.0014, -0.0003, 0
O, -0.0075, 0.0055, -0.0003
O, -0.0036, 0.0002, 0.0005
O, -0.0084, 0.0075, 0.0081
O, 0.0011, -0.0017, 0.0009
O, -0.0013, -0.0045, 0.003
O, -0.003, -0.001, 0.0011
O, -0.0003, 0.0059, 0.0031
O, -0.0059, -0.0044, 0.0057
O, -0.0013, 0.0112, 0.0081
O, -0.0044, 0.0003, -0.0002
O, 0.0049, -0.0012, 0.0043
O, 0.0018, -0.0029, 0.0011
O, 0.0027, 0.0019, 0.0055
O, -0.0077, 0.026, 0.0106
O, -0.0072, -0.0075, -0.0068
O, 0.0036, 0.0013, 0.0034
O, -0.0025, -0.0106, -0.0029
O, -0.0015, 0.0031, -0.003
O, -0.0017, -0.0007, 0.0032
O, -0.0022, 0.0019, 0.0077
O, -0.002, 0.002, 0.0069
O, -0.0015, 0.0017, 0.0029
O, 0.0023, -0.006, 0.0102
O, 0.0021, -0.0043, 0.0005
O, 0.0011, 0.0072, -0.0035
O, 0.0007, -0.001, -0.0008
O, -0.0055, 0.0005, 0.0082
O, 0.0031, -0.0005, 0.0049
O, -0.0052, 0.0058, -0.0008
O, -0.0012, 0.0012, 0.0059
O, -0.0025, 0.0011, -0.0077
O, -0.0058, -0.0058, 0.0051
O, 0.002, 0.0027, 0.0013
O, 0.0022, -0.0237, 0.0189
O, 0.0041, 0.0069, 0.0025
O, -0.0014, -0.006, -0.0055
O, -0.0002, 0.0017, 0.0028
O, 0.0034, -0.0039, 0
O, -0.0033, -0.0005, 0.0044
O, 0.0021, 0.0004, 0.0025
O, -0.0074, -0.0046, -0.0028
O, -0.0005, 0.0016, 0.0041
O, 0.0048, 0.0036, 0.0133
O, 0.0014, 0.0006, 0.0001
O, 0.0003, 0.0028, 0.0033
O, 0.0058, -0.0009, 0.0025
O, -0.0015, 0.0012, 0.004
O, 0.0176, 0.0006, -0.0088
O, -0.002, 0.0045, 0.0031
O, -0.0022, -0.0016, 0.0072
O, -0.0017, -0.0007, 0.0047
O, 0.0051, 0.0043, -0.0091
O, 0.0017, -0.0019, 0.0037
O, 0.0063, -0.004, 0.0072
O, 0.0081, 0.0074, 0.0281
O, -0.0012, 0.0011, 0.0026
O, 0.0105, 0.0017, -0.0071
O, -0.0014, -0.0009, 0.0058
O, -0.0037, -0.0016, -0.0009
O, -0.0127, -0.0056, -0.0076
O, -0.0022, -0.0046, 0.0007
O, -0.0075, -0.0265, 0.0147
H, -0.0152, -0.0003, 0.0201

The program warned: the cutoff lies below the one the program advises for these potential files; the forces do not sum to zero within the program's tolerance; the exchange-correlation potential is rough where the density is thin.
